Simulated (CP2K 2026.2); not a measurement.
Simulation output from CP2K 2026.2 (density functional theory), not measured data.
Periodic cell of 504 atoms, Si360O144, from a study of silicon, its oxide and their interface. The atomic structure is a simulated model.
Doubt: the forces sum to 0.95 eV/angstrom along one axis rather than to zero, so they err by at least 0.0019 eV/angstrom per atom on average; the grid cutoff is modest.

Settings
functional: PBE
method: Gaussian and plane waves
basis set: DZVP-MOLOPT-SR-GTH
pseudopotentials: GTH-PBE
grid cutoff: 350 Ry, relative cutoff 50 Ry
k points: Gamma only
occupations: fixed
spin: none
net charge: 0

Cell vectors (angstrom)
a	16.32	0	0
b	0	16.32	0
c	-3.9666	1.5785	33.5484

Atoms and the computed forces on them: element, x, y, z (angstrom), force x, y, z (eV/angstrom)
Si	-2.248	16.296	33.481	-0.361	0.186	0.726
Si	4.301	1.042	0.005	-0.061	0.26	0.764
Si	1.036	4.184	0.131	0.266	-0.025	0.697
Si	3.883	7.053	0.138	0.1	-0.233	0.741
Si	1.637	9.226	0.102	-0.127	0.163	0.769
Si	3.92	12.441	0.084	0.214	-0.171	0.754
Si	2.654	16.839	33.547	0.081	-0.241	0.782
Si	5.255	3.26	33.546	0.249	-0.181	0.767
Si	7.023	3.922	0.159	-0.228	0.099	0.75
Si	9.16	7.071	0.009	0.289	-0.107	0.741
Si	6.999	9.353	0.163	-0.144	0.165	0.747
Si	9.794	12.084	0.08	-0.241	0.045	0.743
Si	12.413	14.701	0.129	-0.061	0.133	0.688
Si	14.668	1.531	0.255	0.088	-0.057	0.655
Si	8.57	5.377	33.535	-0.188	0.135	0.686
Si	15.248	6.475	0.092	-0.11	0.152	0.774
Si	8.041	11.439	33.518	0.074	-0.236	0.756
Si	10.713	14.093	33.527	0.189	-0.094	0.66
Si	2.748	16.272	1.361	0.012	0.001	-0.068
Si	5.415	2.68	1.323	-0.02	-0.003	-0.042
Si	2.69	5.397	1.332	0.017	-0.036	-0.052
Si	5.432	8.192	1.461	0.008	0.004	-0.04
Si	2.737	10.869	1.368	-0.003	0.009	-0.047
Si	5.498	13.639	1.332	-0.014	0.025	-0.047
Si	8.158	0.068	1.347	-0.01	0.003	-0.072
Si	10.885	2.733	1.297	-0.017	0.005	-0.05
Si	8.161	5.494	1.436	0.002	-0.003	-0.05
Si	10.878	8.181	1.219	-0.02	0.017	-0.09
Si	8.208	10.921	1.386	0.013	-0.011	-0.04
Si	10.906	13.568	1.478	-0.006	-0.011	-0.055
Si	13.493	16.294	1.482	-0.004	-0.014	-0.018
Si	-0.075	2.696	1.511	-0.004	-0.012	-0.044
Si	13.612	5.387	1.356	0.006	-0.01	-0.079
Si	0.03	8.103	1.384	0.01	-0.011	-0.086
Si	13.593	10.923	1.333	-0.004	0.002	-0.069
Si	0.009	13.649	1.22	0.051	0.012	-0.053
Si	1.379	1.322	2.72	0.015	-0.003	0.01
Si	4.065	4.051	2.68	0.016	0.011	0.016
Si	1.377	6.757	2.764	-0.023	0.008	0.035
Si	4.086	9.564	2.785	-0.01	0.003	0.024
Si	1.314	12.247	2.651	-0.005	0.009	0.014
Si	4.106	14.939	2.744	0.023	0.008	0.029
Si	6.791	1.383	2.743	-0.002	-0.022	0.03
Si	9.577	4.121	2.71	-0.002	-0.022	0.022
Si	6.77	6.799	2.792	-0.008	-0.008	0.019
Si	9.562	9.509	2.705	0.01	0.004	0.036
Si	6.824	12.272	2.71	-0.016	-0.018	0.005
Si	9.499	14.989	2.704	-0.01	0.004	0.009
Si	12.132	1.357	2.769	-0.02	0.012	0.02
Si	14.906	4.074	2.831	-0.001	0.026	0.049
Si	12.228	6.816	2.62	-0.007	0.004	0.005
Si	14.957	9.517	2.656	0.008	0.008	0.006
Si	12.281	12.222	2.804	0.006	-0.025	0.031
Si	15.004	14.968	2.699	0.007	-0.022	0.021
Si	0.016	16.307	4.089	-0.015	-0.012	0.007
Si	2.723	2.706	4.069	0.013	0.001	0
Si	-0.008	5.436	4.132	0.003	-0.012	-0.01
Si	2.723	8.157	4.1	0.005	-0.012	-0.011
Si	-0.016	10.88	4.039	0.009	0.01	-0.005
Si	2.703	13.574	4.052	0.004	-0.008	-0.016
Si	5.449	16.322	4.101	-0.011	0.002	-0.015
Si	8.178	2.752	4.065	-0.001	0.012	-0.022
Si	5.407	5.407	4.087	-0.001	-0.006	0.005
Si	8.174	8.176	4.086	0.009	0.014	-0.025
Si	5.465	10.921	4.097	-0.002	0.008	0.008
Si	8.162	13.623	4.08	0.002	0.001	-0.006
Si	10.821	16.316	4.123	0.012	0.014	0.019
Si	13.537	2.695	4.124	-0.001	0.002	0.004
Si	10.913	5.477	4.065	0.005	-0.009	0.007
Si	13.589	8.16	4.018	-0.002	-0.008	-0.006
Si	10.896	10.853	4.109	-0.006	0.004	0
Si	13.655	13.61	4.093	-0.013	0.011	-0.003
Si	1.383	14.979	16.299	0.01	-0.005	-0.007
Si	4.104	1.358	16.342	0.006	0.001	-0.011
Si	1.352	4.044	16.342	-0.015	-0.002	0.002
Si	4.079	6.793	16.311	-0.009	0.003	-0.016
Si	1.374	9.509	16.289	-0.002	0.002	-0.011
Si	4.105	12.255	16.288	0.016	-0.001	-0.011
Si	6.792	14.967	16.349	-0.001	-0.002	-0.014
Si	9.51	1.365	16.349	0.006	-0.001	-0.008
Si	6.803	4.063	16.343	-0.013	0.008	-0.007
Si	9.505	6.789	16.332	0.003	0	-0.01
Si	6.792	9.502	16.308	-0.002	-0.002	-0.012
Si	9.519	12.275	16.312	0.005	0	-0.012
Si	12.249	14.985	16.355	0.019	0	-0.004
Si	-1.359	1.371	16.351	0.003	-0.006	0.005
Si	12.227	4.07	16.316	-0.006	-0.003	-0.01
Si	-1.37	6.77	16.262	-0.016	0.012	-0.018
Si	12.213	9.518	16.277	-0.003	-0.014	-0.01
Si	-1.36	12.264	16.281	0.008	0	-0.016
Si	2.733	16.327	17.69	0.01	-0.015	0.003
Si	5.483	2.682	17.726	0.005	0.005	0.003
Si	2.72	5.426	17.656	0.017	0.009	0.014
Si	5.44	8.135	17.687	0.011	-0.003	0.01
Si	2.79	10.85	17.616	0.004	0.002	-0.021
Si	5.398	13.63	17.703	0.002	-0.006	0.003
Si	8.154	16.321	17.72	-0.014	0.008	-0.002
Si	10.857	2.743	17.7	0.008	0.014	0.007
Si	8.136	5.44	17.709	0.01	-0.003	-0.008
Si	10.884	8.151	17.664	-0.005	0.018	0.019
Si	8.153	10.89	17.621	-0.011	-0.006	-0.007
Si	10.858	13.645	17.703	-0.016	-0.007	0.001
Si	13.619	16.339	17.732	-0.024	-0.019	0.033
Si	-0.004	2.702	17.751	0.007	0.003	0.006
Si	13.619	5.412	17.647	-0.001	0.006	0.001
Si	-0.024	8.136	17.593	0.009	0.003	0.014
Si	13.545	10.927	17.593	-0.003	0	-0.012
Si	0.029	13.608	17.627	-0.026	-0.005	0.008
Si	1.398	1.334	19.091	-0.027	0.008	-0.003
Si	4.121	4.092	19.011	0.001	0.014	-0.035
Si	1.306	6.77	18.971	-0.005	-0.019	-0.046
Si	4.084	9.486	19.043	-0.014	0.02	-0.02
Si	1.434	12.226	18.906	0.013	0.017	-0.016
Si	4.043	14.993	19.115	0.024	-0.008	-0.016
Si	6.816	1.307	19.15	-0.025	0.003	-0.017
Si	9.464	4.07	19.082	0.003	-0.001	-0.02
Si	6.795	6.806	19.086	-0.003	-0.003	-0.009
Si	9.528	9.565	18.978	0.01	-0.005	-0.055
Si	6.771	12.219	18.974	0.007	-0.012	-0.034
Si	9.512	14.999	19.107	0.016	-0.002	-0.004
Si	12.224	1.412	19.069	0.022	-0.018	-0.038
Si	-1.377	4.095	19.086	-0.003	0.003	-0.006
Si	12.251	6.744	18.991	-0.015	0.006	-0.026
Si	-1.424	9.529	18.861	0.005	-0.003	-0.029
Si	12.231	12.277	19.015	0.012	-0.017	-0.009
Si	-1.273	14.96	19.043	0.016	0.012	-0.03
Si	0.117	16.264	20.498	-0.011	-0.015	0.046
Si	2.757	2.753	20.372	0.003	0.011	0.063
Si	-0.013	5.45	20.436	0.002	0.013	0.054
Si	2.646	8.13	20.318	-0.004	0.01	0.067
Si	0.029	10.838	20.111	-0.014	-0.028	0.035
Si	2.672	13.555	20.401	-0.005	-0.022	0.044
Si	5.404	16.318	20.558	0.002	0	0.036
Si	8.171	2.683	20.52	0.018	0.008	0.052
Si	5.45	5.425	20.448	-0.012	-0.001	0.058
Si	8.179	8.223	20.357	0.024	0.013	0.072
Si	5.459	10.844	20.384	0.01	0.011	0.057
Si	8.097	13.587	20.347	-0.026	-0.013	0.062
Si	10.853	16.406	20.473	-0.004	0.004	0.063
Si	13.587	2.764	20.468	-0.009	-0.007	0.052
Si	10.867	5.422	20.387	0.015	-0.002	0.052
Si	13.596	8.181	20.262	-0.002	0.005	0.036
Si	10.867	10.936	20.367	-0.016	0.004	0.048
Si	13.627	13.603	20.35	-0.007	0.019	0.051
Si	1.118	14.559	21.876	0.239	0.34	-0.664
Si	4.263	1.671	21.8	-0.099	-0.239	-0.728
Si	1.605	4.286	21.709	-0.249	-0.086	-0.766
Si	3.758	6.55	21.618	0.128	0.064	-0.749
Si	1.022	9.292	21.547	0.163	0.059	-0.781
Si	4.233	12.362	21.658	-0.19	-0.201	-0.743
Si	6.485	14.58	21.738	0.156	0.3	-0.719
Si	9.752	1.614	21.956	-0.174	-0.182	-0.697
Si	6.574	3.834	21.799	0.146	0.156	-0.71
Si	9.793	7.103	21.61	-0.132	-0.15	-0.738
Si	7.101	9.813	21.711	-0.113	-0.147	-0.743
Si	9.281	12.083	21.678	0.191	0.055	-0.689
Si	12.587	15.321	21.578	-0.106	-0.202	-0.823
Si	-1.47	1.179	21.672	0.153	0.258	-0.747
Si	11.961	3.887	21.795	0.204	0.079	-0.741
Si	-1.188	7.1	21.642	-0.078	-0.234	-0.699
Si	12.026	9.306	21.571	0.122	0.205	-0.758
Si	-1.081	12.324	21.473	-0.241	-0.03	-0.673
Si	1.467	13.81	24.756	0.033	-0.005	-0.094
Si	8.379	12.309	28.221	0.015	-0.083	-0.033
Si	6.082	8.317	30.617	-0.101	-0.056	0.086
Si	2.705	8.993	26.021	-0.064	-0.05	0.007
Si	2.361	17.476	27.295	0.071	0.011	-0.061
Si	-2.477	5.287	23.802	-0.026	0.075	-0.089
Si	7.648	5.751	30.563	-0.014	0.042	0.214
Si	7.203	14.068	24.613	-0.064	-0.016	-0.193
Si	11.013	7.868	26.557	0.062	-0.082	-0.052
Si	10.947	1.997	31.068	0.073	-0.096	0.127
Si	-0.236	3.014	23.826	-0.001	-0.035	-0.087
Si	3.6	13.065	26.867	-0.073	0.093	-0.01
Si	4.371	7.051	24.521	0.004	0.111	-0.061
Si	2.343	11.091	23.802	-0.009	0.035	-0.171
Si	-3.154	16.342	30.584	0.043	0.032	0.129
Si	8.46	10.436	30.633	0.064	0.044	0.028
Si	7.702	4.243	24.724	-0.045	0.013	-0.158
Si	-1.737	4.328	28.554	-0.06	-0.053	0.022
Si	-2.433	16.546	27.658	-0.017	-0.019	0.09
Si	1.04	6.65	31.784	0.122	0.043	0.101
Si	9.933	13.052	24.602	-0.046	-0.05	-0.136
Si	3.826	1.485	24.75	-0.063	-0.03	-0.05
Si	10.33	6.352	28.989	0.025	-0.035	0.093
Si	-2.602	11.295	26.509	-0.006	0.074	-0.064
Si	-0.354	2.24	26.846	-0.034	0.026	-0.037
Si	-2.44	6.632	26.596	0.008	-0.045	-0.101
Si	3.618	8.927	28.806	-0.071	0.049	0.016
Si	1.968	6.285	28.935	0.072	-0.02	-0.074
Si	6.247	11.703	25.914	0.063	0.093	-0.054
Si	8.95	1.448	24.948	-0.154	-0.069	-0.128
Si	3.747	3.78	28.47	0.114	0.041	0.007
Si	6.261	16.413	26.086	0.077	0.067	0.13
Si	6.06	2.998	30.524	-0.083	0.073	0.114
Si	6.737	8.879	24.655	0.068	0.025	-0.197
Si	0.142	7.845	27.288	0.034	0.012	0.006
Si	-0.98	10.107	28.707	0.011	-0.007	0.133
Si	10.673	11.048	26.584	-0.04	-0.008	-0.046
Si	8.072	17.173	30.832	0.032	-0.026	0.065
Si	1.874	12.846	31.512	0.047	0.012	0.225
Si	4.457	15.608	28.404	0.054	0.05	-0.068
Si	10.866	17.213	27.243	0.069	0.104	0.078
Si	4.842	4.225	25.705	0.028	-0.018	0.079
Si	9.401	15.043	29.052	0.131	-0.022	0.068
Si	-3.11	10.96	30.697	-0.015	0.093	0.057
Si	-1.093	4.496	31.681	-0.034	-0.053	-0.017
Si	11.823	13.647	30.629	-0.03	0.016	0.081
Si	11.659	3.562	28.729	-0.074	0.008	-0.055
Si	-1.406	14.123	26.071	-0.021	-0.02	-0.106
Si	-2.77	11.033	23.596	0.041	0.03	-0.091
Si	10.977	8.792	30.694	-0.087	-0.019	0.099
Si	1.751	11.366	28.829	0.158	-0.08	0.042
Si	4.123	15.098	31.431	-0.045	0.009	0.076
Si	9.07	6.922	24.577	-0.008	-0.018	-0.113
Si	12.521	13.906	24.194	0.173	0.035	0.068
Si	1.37	14.941	5.438	0.018	-0.002	0.01
Si	4.081	1.359	5.445	0.005	0.009	0.01
Si	1.362	4.058	5.447	-0.001	-0.002	0.01
Si	4.075	6.79	5.45	-0.002	0.001	0.01
Si	1.345	9.528	5.422	-0.003	0.001	0.01
Si	4.07	12.248	5.441	-0.004	0.007	0.016
Si	6.802	14.962	5.456	-0.006	0.006	0.007
Si	9.488	1.377	5.463	-0.018	-0.005	0.012
Si	6.802	4.079	5.438	0.004	0.002	0.012
Si	9.531	6.807	5.435	-0.003	0.001	0.013
Si	6.817	9.54	5.442	-0.001	-0.011	0.005
Si	9.526	12.245	5.43	0.002	-0.006	0.007
Si	12.249	14.962	5.429	0.009	-0.008	0.008
Si	14.951	1.344	5.438	0.002	0.013	0.01
Si	12.225	4.1	5.461	-0.011	0.002	0.015
Si	14.94	6.821	5.433	0	0.011	0.008
Si	12.256	9.494	5.443	0.001	-0.003	0.01
Si	14.976	12.227	5.447	0.01	-0.004	0.006
Si	2.721	16.314	6.798	-0.002	-0.004	0.006
Si	5.445	2.717	6.802	0.005	0.001	-0.003
Si	2.714	5.431	6.806	0.006	0.001	-0.004
Si	5.45	8.161	6.788	-0.001	-0.002	0.003
Si	2.715	10.875	6.792	0.004	-0.003	-0.002
Si	5.43	13.606	6.805	-0.005	-0.004	0.001
Si	8.148	16.325	6.821	-0.004	0.013	0.005
Si	10.863	2.733	6.811	0	0.008	-0.002
Si	8.162	5.446	6.792	-0.002	-0.002	0.001
Si	10.888	8.152	6.808	0.005	0.004	-0.002
Si	8.168	10.895	6.806	-0.002	0.005	-0.003
Si	10.891	13.598	6.791	0.002	0.003	-0.003
Si	13.597	16.314	6.806	0.001	-0.001	-0.007
Si	-0.006	2.706	6.8	-0.002	0.001	0.003
Si	13.6	5.451	6.807	-0.001	-0.004	-0.002
Si	-0.014	8.175	6.794	-0.003	0.003	-0.002
Si	13.607	10.869	6.799	0.002	-0.001	0.002
Si	0.013	13.587	6.806	-0.003	-0.007	0
Si	1.357	1.349	8.158	-0.001	0.001	-0.006
Si	4.083	4.078	8.16	0.001	0.004	-0.003
Si	1.349	6.802	8.149	-0.005	-0.004	-0.002
Si	4.08	9.514	8.148	-0.008	-0.003	-0.005
Si	1.368	12.233	8.168	0.004	0.005	-0.002
Si	4.079	14.965	8.169	0.005	0.003	0
Si	6.791	1.361	8.177	-0.007	-0.008	0.005
Si	9.507	4.087	8.169	-0.007	-0.005	0
Si	6.804	6.804	8.154	0.007	0.008	-0.002
Si	9.527	9.525	8.158	0.005	0	-0.002
Si	6.796	12.245	8.161	-0.002	-0.003	-0.005
Si	9.529	14.961	8.155	-0.001	0.002	-0.012
Si	12.237	1.365	8.156	0.011	0.01	-0.005
Si	14.962	4.08	8.154	0.004	0.007	0
Si	12.239	6.797	8.176	-0.007	0.001	-0.001
Si	14.96	9.523	8.173	0	0.002	-0.004
Si	12.244	12.235	8.153	-0.002	-0.006	-0.005
Si	14.962	14.95	8.157	-0.003	-0.004	-0.004
Si	-0.002	16.312	9.519	0	-0.001	0.001
Si	2.72	2.714	9.514	-0.001	-0.003	0
Si	-0.001	5.439	9.516	-0.002	0.002	0.002
Si	2.719	8.155	9.51	0.002	0.002	-0.004
Si	0.003	10.88	9.529	0	-0.004	0
Si	2.722	13.6	9.524	0.003	-0.005	-0.002
Si	5.437	16.321	9.533	-0.005	0.005	0
Si	8.156	2.722	9.528	-0.007	0.002	0.001
Si	5.445	5.44	9.515	0.004	0.002	-0.001
Si	8.163	8.163	9.514	-0.002	-0.002	-0.001
Si	5.437	10.877	9.513	-0.002	-0.005	-0.003
Si	8.163	13.605	9.515	-0.004	0.002	-0.003
Si	10.882	16.323	9.518	-0.003	-0.002	-0.001
Si	13.6	2.721	9.515	0.001	0.01	0.002
Si	10.875	5.438	9.528	0.005	0.003	0.003
Si	13.599	8.16	9.53	0.001	0.005	0.003
Si	10.885	10.883	9.52	0.003	0.005	-0.002
Si	13.599	13.596	9.518	-0.001	-0.008	-0.002
Si	1.36	14.959	10.883	-0.002	-0.003	0.002
Si	4.076	1.362	10.885	0.002	-0.003	0.007
Si	1.361	4.076	10.872	0	0.009	-0.001
Si	4.081	6.797	10.873	-0.007	-0.002	0.001
Si	1.364	9.512	10.879	0	0.002	-0.001
Si	4.085	12.24	10.877	-0.001	0.003	0.001
Si	6.809	14.963	10.882	-0.002	-0.004	0.004
Si	9.522	1.362	10.881	-0.002	0.003	0
Si	6.795	4.079	10.884	-0.001	0.002	0.005
Si	9.514	6.802	10.881	-0.002	0.007	0.001
Si	6.798	9.518	10.873	0.002	0.002	-0.001
Si	9.522	12.245	10.876	0.005	-0.011	-0.006
Si	12.24	14.961	10.877	0.009	0	-0.002
Si	14.959	1.358	10.873	0	0.003	-0.005
Si	12.239	4.074	10.881	-0.003	-0.002	0.001
Si	14.959	6.793	10.882	0	0.001	0.002
Si	12.24	9.524	10.885	-0.003	-0.001	0.003
Si	14.96	12.244	10.883	0	0.001	0.003
Si	2.72	16.32	12.243	-0.006	-0.002	0.004
Si	5.437	2.718	12.248	-0.007	0.006	0.003
Si	2.727	5.429	12.232	0	-0.003	0.001
Si	5.443	8.154	12.235	0.001	0.001	-0.001
Si	2.723	10.88	12.232	0	-0.002	-0.002
Si	5.448	13.6	12.235	0.002	-0.007	0.003
Si	8.164	16.326	12.245	0.006	0.006	0
Si	10.882	2.717	12.246	0.008	0.003	0
Si	8.158	5.435	12.24	0	0.003	0.001
Si	10.872	8.164	12.238	0.001	0.001	0.002
Si	8.159	10.882	12.227	-0.005	0.002	-0.003
Si	10.874	13.609	12.241	-0.007	-0.004	0.002
Si	13.597	16.325	12.236	0.001	-0.001	0.005
Si	0.003	2.714	12.232	-0.001	-0.001	0.003
Si	13.596	5.433	12.24	-0.001	0.007	0.002
Si	0.004	8.149	12.239	0.001	0.002	-0.001
Si	13.6	10.886	12.242	0.003	0.001	0.001
Si	-0.004	13.607	12.244	-0.006	-0.002	0.003
Si	1.364	1.362	13.603	-0.004	-0.002	0.003
Si	4.076	4.072	13.61	-0.003	0.011	0
Si	1.366	6.781	13.593	0.001	-0.002	0
Si	4.087	9.523	13.588	-0.008	0.008	0.005
Si	1.362	12.242	13.589	-0.008	0.003	0.001
Si	4.093	14.964	13.594	0.003	-0.008	0.004
Si	6.803	1.363	13.607	-0.004	0.004	0.003
Si	9.52	4.078	13.602	0.002	-0.001	0.005
Si	6.794	6.785	13.601	0.005	-0.001	0.007
Si	9.504	9.521	13.595	-0.002	0.007	0.001
Si	6.813	12.245	13.591	0.005	-0.01	-0.001
Si	9.523	14.973	13.612	0	-0.003	0.009
Si	12.238	1.355	13.608	0.002	-0.003	0.002
Si	-1.365	4.062	13.593	0.007	0.001	0.001
Si	12.227	6.796	13.589	-0.008	0.009	0.002
Si	-1.357	9.518	13.59	0.005	-0.005	0.004
Si	12.237	12.252	13.597	0.007	-0.005	0.005
Si	-1.36	14.979	13.602	-0.003	0.001	0.001
Si	-0.001	16.339	14.969	-0.005	-0.004	-0.003
Si	2.726	2.706	14.978	-0.002	-0.006	-0.001
Si	0.01	5.403	14.946	-0.002	0.003	0.004
Si	2.731	8.151	14.936	0.006	-0.001	0.002
Si	0.005	10.881	14.946	-0.003	0.002	-0.001
Si	2.727	13.604	14.94	-0.002	0	-0.001
Si	5.448	16.321	14.968	0.002	-0.001	0.002
Si	8.164	2.721	14.97	0.003	0.005	0.004
Si	5.441	5.421	14.971	-0.004	-0.005	-0.002
Si	8.153	8.145	14.955	-0.008	0.001	0
Si	5.457	10.881	14.942	0	0.006	-0.002
Si	8.15	13.62	14.963	-0.005	-0.005	-0.001
Si	10.88	16.33	14.986	0.002	0.005	0.003
Si	13.599	2.71	14.968	-0.007	0.005	0.005
Si	10.873	5.441	14.963	0.01	0.007	-0.003
Si	13.59	8.157	14.933	0.004	0.002	-0.011
Si	10.859	10.896	14.942	-0.004	-0.003	0.003
Si	13.588	13.629	14.954	-0.001	-0.003	0
O	7.248	4.392	23.171	0.108	0.462	-0.096
O	11.171	5.074	28.444	0.137	0.164	-0.205
O	5.423	2.747	22.248	0.164	-0.039	0.563
O	12.712	12.406	23.62	-0.404	0.021	-0.415
O	5.321	14.478	32.315	0.358	0.079	-0.213
O	2.686	5.429	22.158	-0.011	0.054	0.455
O	-2.442	14.448	24.859	0.16	0.243	-0.175
O	10.649	8.654	32.272	-0.567	0.257	-0.205
O	10.881	2.761	22.317	-0.013	-0.081	0.253
O	1.657	14.755	23.425	0.241	0.586	0.174
O	10.933	8.193	22.041	-0.116	-0.139	0.144
O	1.466	12.334	30.067	-0.409	0.152	-0.266
O	4.324	7.312	22.933	0.345	0.281	0.078
O	8.22	8.273	24.849	0.198	0.417	0.178
O	-1.732	1.417	26.829	-0.215	0.352	-0.479
O	-0.105	13.487	22.066	-0.083	0.033	0.337
O	-1.962	6.579	22.98	-0.019	0.497	0.253
O	4.717	15.574	30.004	0.3	0.299	-0.079
O	12.369	6.926	33.151	0.107	-0.033	-0.437
O	-1.17	15.108	33.189	-0.104	-0.202	-0.229
O	-2.954	11.35	32.257	-0.31	0.64	-0.209
O	3.112	7.409	28.962	0.398	-0.269	0.151
O	4.345	14.094	27.863	0.403	-0.394	0.264
O	-2.598	16.393	22.051	-0.048	0.086	0.202
O	3.506	1.218	23.185	-0.465	-0.267	0.071
O	5.705	2.74	32.079	0.224	-0.39	-0.177
O	5.304	13.51	22.097	-0.211	0.252	0.403
O	4.16	4.42	33.195	-0.114	0.233	-0.302
O	9.682	4.226	33.145	0.05	-0.105	-0.536
O	-1.336	4.17	23.747	-0.158	0.092	0.155
O	6.626	6.901	30.057	-0.028	-0.079	-0.535
O	1.034	6.559	30.203	-0.525	0.004	-0.154
O	0.574	13.449	32.243	-0.111	-0.169	-0.399
O	-0.453	8.568	28.633	-0.019	-0.261	0.584
O	5.685	7.755	25.108	0.192	-0.282	0.39
O	1.089	3.556	23.076	0.443	-0.26	0.17
O	2.864	10.278	25.079	0.448	0.156	0.157
O	-2.531	16.883	31.977	0.387	0.559	-0.225
O	-1.7	15.161	27.266	0.32	-0.353	0.269
O	3.78	9.194	27.22	0.392	0.149	-0.19
O	-2.085	5.767	27.918	-0.099	0.226	0.354
O	12.005	14.829	22.997	-0.651	0.312	0.059
O	11.688	17.008	30.47	-0.246	-0.421	-0.042
O	12.668	9.861	22.956	-0.057	-0.416	0.647
O	-1.261	4.491	30.088	0.15	-0.093	-0.203
O	-2.502	4.861	32.381	-0.279	-0.381	-0.19
O	7.136	14.869	23.208	0.119	0.315	0.245
O	-0.814	1.71	23.069	0.077	-0.416	0.313
O	8.755	10.991	32.126	0.596	0.025	-0.019
O	10.298	17.374	25.739	0.36	-0.253	-0.111
O	-1.463	11.332	22.712	0.214	-0.101	0.2
O	7.665	16.873	32.375	-0.603	0.235	-0.037
O	1.486	1.564	33.055	-0.066	-0.065	-0.559
O	-0.463	3.102	32.204	-0.21	-0.252	-0.413
O	6.891	12.535	33.102	-0.197	-0.201	-0.229
O	11.407	3.328	30.301	-0.073	0.346	0.385
O	11.257	13.443	32.135	-0.135	-0.609	0.085
O	-0.092	5.621	32.268	0.049	-0.07	0.358
O	9.77	11.61	27.786	0.374	-0.236	0.307
O	8.522	13.915	28.303	-0.14	0.164	-0.247
O	9.599	15.24	33.127	0.041	0.084	-0.594
O	8.22	10.927	22.154	0.043	-0.082	0.462
O	2.563	10.045	29.333	-0.058	0.011	0.718
O	-1.638	10.629	30.092	0.38	-0.013	0.305
O	-0.078	8.212	22.104	0.166	-0.11	0.397
O	0.28	11.012	28.285	0.098	0.341	-0.191
O	-0.564	3.577	27.733	0.456	0.409	-0.031
O	6.466	10.154	25.579	0.141	-0.211	0.478
O	-3.299	14.736	30.643	0.545	-0.318	0.178
O	8.428	15.773	30.12	-0.351	-0.181	0.382
O	9.132	17.351	23.368	-0.159	-0.591	0.115
O	4.096	9.806	33.201	-0.182	0.006	-0.377
O	6.496	9.231	23.097	-0.366	-0.033	-0.049
O	8.735	13.998	25.098	0.271	0.505	0.284
O	6.409	3.877	25.608	0.123	-0.395	0.292
O	2.988	2.532	27.824	-0.012	0.014	-0.021
O	12.571	7.543	26.854	0.006	0.373	0.008
O	5.535	8.001	32.108	0.07	-0.606	-0.059
O	9.16	6.576	23.004	-0.122	-0.227	-0.026
O	-2.149	10.24	27.614	-0.47	-0.607	-0.117
O	0.651	8.115	32.321	0.329	0.379	-0.368
O	2.771	13.893	25.727	0.186	0.287	-0.059
O	8.004	5.996	32.133	0.012	0.621	0.097
O	-2.365	10.586	25.078	0.208	-0.304	0.025
O	12.429	12.246	30.067	-0.128	-0.093	-0.664
O	5.24	17.117	25.07	0.227	0.001	-0.288
O	10.911	2.392	27.891	-0.412	0.258	-0.319
O	-1.199	9.712	33.199	-0.07	0.179	-0.37
O	9.845	12.858	22.996	0.352	0.336	-0.114
O	9.368	1.815	30.867	-0.18	0.181	-0.355
O	12.512	4.668	23.121	-0.362	0.045	0.489
O	6.345	14.846	25.722	-0.331	-0.354	0.293
O	3.611	11.729	23.026	0.258	-0.172	0.411
O	12.164	11.654	26.72	-0.152	0.213	0.364
O	10.035	7.265	27.696	-0.42	0.008	-0.091
O	3.941	3.052	25.084	-0.591	0.221	-0.267
O	3.004	13.96	31.29	0.174	0.069	-0.441
O	6.997	4.299	30.378	0.267	0.01	-0.097
O	9.757	9.649	30.065	0.112	0.157	-0.667
O	10.552	7.187	25.163	0.274	0.031	-0.305
O	11.238	13.838	25.16	-0.216	0.456	0.607
O	1.576	10.058	22.853	-0.132	0.062	0.305
O	-2.301	16.752	29.27	0.598	0.372	0.05
O	-3.08	3.437	28.445	0.043	-0.327	-0.091
O	2.647	4.829	29.026	-0.215	-0.07	0.113
O	5.635	16.432	27.601	0.432	0.276	0.373
O	-1.1	7.505	26.305	0.181	0.438	-0.569
O	12.334	16.542	27.224	-0.058	-0.264	-0.113
O	3.042	7.643	25.21	-0.32	-0.303	0.091
O	8.981	5.821	29.671	0.053	-0.282	0.042
O	11.361	2.209	32.61	0.414	-0.171	-0.21
O	2.416	11.6	32.372	-0.105	-0.218	-0.301
O	4.47	5.491	24.808	-0.329	0.004	-0.187
O	4.55	4.503	27.27	0.159	0.513	0.033
O	7.263	9.383	30.748	-0.181	-0.129	0.12
O	0.767	17.584	27.482	-0.212	-0.265	0.375
O	0.12	14.241	25.549	0.054	0.139	0.106
O	6.885	1.668	30.086	-0.007	-0.19	-0.679
O	2.558	12.139	27.678	-0.026	-0.105	-0.098
O	6.669	12.544	24.583	0.066	-0.252	-0.582
O	2.48	6.219	32.361	0.189	-0.003	-0.49
O	-2.764	5.681	25.332	-0.066	-0.054	0.182
O	10.637	14.229	29.708	-0.065	-0.055	-0.183
O	11.121	7.318	30.034	0.535	-0.206	0.259
O	4.734	3.24	29.631	-0.049	0.097	-0.086
O	2.677	17.215	25.72	-0.47	-0.47	-0.298
O	7.705	17.089	25.763	0.08	0.163	0.339
O	3.43	16.341	32.201	0.028	0.227	-0.303
O	-1.712	12.635	26.608	0.347	-0.044	0.459
O	0.099	2.658	25.354	0.262	-0.124	-0.003
O	0.976	6.498	27.669	-0.097	-0.574	-0.103
O	8.351	5.631	25.233	-0.194	-0.109	0.639
O	3.003	16.287	28.165	-0.397	-0.213	0.143
O	1.341	12.263	24.279	-0.401	-0.071	0.121
O	8.047	11.661	29.668	-0.293	0.398	0.299
O	4.995	8.99	29.632	0.148	0.168	-0.268
O	9.953	11.559	25.222	-0.434	-0.418	-0.107
O	10.789	9.454	26.54	0.054	0.002	0.156
O	12.348	9.612	30.484	0.407	-0.445	-0.185
O	4.724	12.093	26.246	-0.219	-0.077	-0.258
O	1.185	8.854	26.561	-0.119	0.298	-0.117
O	8.766	3.055	24.935	0.503	0.149	0.062
O	9.899	16.208	28.054	-0.275	-0.061	-0.21
O	7.187	12.029	27.181	-0.222	-0.007	0.116

Results
total energy: -101659.432 eV
total energy less fixed offsets of O -438.35, Si -107.03 eV per atom: -6.232 eV
